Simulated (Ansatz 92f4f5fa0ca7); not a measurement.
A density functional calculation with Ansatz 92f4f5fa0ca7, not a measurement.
Periodic cell of 226 atoms, Si134O92, from a study of silicon, its oxide and their interface. The atomic structure is a simulated model.
Doubt: the cutoff is far below the 930 eV that the study's wrapper takes by default for these files, so forces and energies are approximate.

Settings: functional PBE; potential files Ansatz PAW; basis plane waves; wave-function cutoff 580 eV; density cutoff ratio 5; exchange-correlation grid ratio 1; k mesh 1 x 1 x 1, Gamma-centred; self-consistency stop 5e-08 eV per atom in the density residual; occupations fixed; spin none; net charge 0.

Cell vectors (angstrom)
a	10.938	0	0
b	0	10.938	0
c	0	0	32.8977

Atoms and the computed forces on them: element, x, y, z (angstrom), force x, y, z (eV/angstrom)
Si	0.0906	-0.1772	25.3904	0	-0.0086	-0.0215
Si	5.847	-0.1916	25.4311	0.0112	-0.002	-0.0017
Si	2.5735	3.015	25.4513	-0.0158	0.0177	-0.0159
Si	7.9543	2.9146	25.3951	-0.0022	0.0006	-0.0007
Si	0.2387	5.1307	25.5884	0.0015	-0.0155	-0.0048
Si	5.6303	5.1186	25.4378	0.0017	-0.0185	-0.0164
Si	2.5405	8.6839	25.3409	-0.0007	0.0142	-0.0011
Si	8.0663	8.4521	25.3649	-0.0065	0.0312	-0.0278
Si	1.3587	1.3763	26.6687	0.0021	0.0052	0.0074
Si	6.8975	1.3637	26.8145	0.0023	-0.0038	-0.0011
Si	4.1115	4.0761	26.8726	0.0022	0.0008	0.0112
Si	9.5637	4.0057	26.8249	0.0088	-0.0031	-0.0033
Si	1.4487	6.8895	26.6099	0.0071	0.0016	0.0003
Si	6.8366	6.8218	26.6043	-0.0044	-0.0017	0.0084
Si	4.1557	9.6521	26.7427	-0.01	0.0015	-0.0031
Si	9.5616	9.5737	26.793	-0.0081	0.0042	0.0059
Si	2.7389	0.041	28.0974	0.0024	-0.0042	-0.01
Si	8.2376	0.0016	28.1644	-0.0033	-0.0022	-0.0116
Si	0.0132	2.6695	28.1401	-0.0032	0.0056	-0.0104
Si	5.4782	2.6873	28.1632	0.0018	0.0047	-0.0102
Si	2.7359	5.5224	28.1099	-0.0025	-0.0002	-0.0031
Si	8.1967	5.4853	28.0808	0.0016	-0.0037	0.0025
Si	0.0306	8.172	28.0802	0.0002	-0.0011	0.0021
Si	5.4758	8.1746	28.0649	0.0017	-0.0004	0.0047
Si	4.1018	1.3673	29.4795	-0.1484	-0.0971	0.3951
Si	9.5708	1.3673	29.4795	0.2211	-0.1826	0.6047
Si	1.3673	4.1018	29.4795	-0.049	0.1261	-0.1794
Si	6.8362	4.1018	29.4795	0.0455	0.1109	-0.0574
Si	4.1018	6.8362	29.4795	0.125	0.1679	0.0705
Si	9.5708	6.8362	29.4795	0.0778	-0.0713	-0.1785
Si	1.3673	9.5708	29.4795	0.0786	0.0045	-0.2755
Si	6.8362	9.5708	29.4795	-0.1041	-0.1775	-0.1247
Si	0	0	30.8467	-0.0726	0.0154	0.0229
Si	5.469	0	30.8467	-0.1354	-0.0751	0.0064
Si	2.7345	2.7345	30.8467	0.1022	0.0354	-0.0034
Si	8.2035	2.7345	30.8467	0.0615	0.0931	-0.0234
Si	0	5.469	30.8467	-0.0553	-0.0535	-0.0119
Si	5.469	5.469	30.8467	-0.0093	-0.0243	-0.0306
Si	2.7345	8.2035	30.8467	0.0758	0.071	-0.0285
Si	8.2035	8.2035	30.8467	0.0109	0.0443	-0.0214
Si	1.3673	1.3673	32.214	-0.0245	0.0035	-0.0229
Si	6.8362	1.3673	32.214	0.0333	0.0233	-0.0534
Si	4.1018	4.1018	32.214	-0.0104	0.0296	-0.0042
Si	9.5708	4.1018	32.214	-0.0249	-0.0546	-0.0031
Si	1.3673	6.8362	32.214	0.0145	0.0053	-0.0404
Si	6.8362	6.8362	32.214	-0.0165	-0.0477	-0.0169
Si	4.1018	9.5708	32.214	0.0263	-0.0135	-0.0014
Si	9.5708	9.5708	32.214	0.0564	-0.0094	0.0023
Si	2.7345	0	0.6835	0.0429	0.0004	0.0187
Si	8.2035	0	0.6835	-0.0495	0.0269	0.0172
Si	0	2.7345	0.6835	0.0365	0.0512	-0.0002
Si	5.469	2.7345	0.6835	-0.0211	-0.0134	0.0095
Si	2.7345	5.469	0.6835	-0.0164	0.0114	0.0213
Si	8.2035	5.469	0.6835	0.03	0.004	0.0257
Si	0	8.2035	0.6835	-0.007	-0.049	0.0177
Si	5.469	8.2035	0.6835	-0.0466	0.074	0.0107
Si	4.1018	1.3673	2.0507	0.0481	0.0953	0.0592
Si	9.5708	1.3673	2.0507	0.0133	0.0203	0.0221
Si	1.3673	4.1018	2.0507	-0.0955	-0.1547	-0.0723
Si	6.8362	4.1018	2.0507	0.0045	0.0382	0.0334
Si	4.1018	6.8362	2.0507	0.0742	-0.0577	-0.022
Si	9.5708	6.8362	2.0507	0.0351	0.0538	0.0369
Si	1.3673	9.5708	2.0507	-0.0017	0.041	0.0164
Si	6.8362	9.5708	2.0507	0.0236	-0.0511	-0.0297
Si	0	0	3.418	0.0038	-0.3039	0.3713
Si	5.469	0	3.418	0.1055	-0.0786	0.232
Si	2.7345	2.7345	3.418	-0.4782	-0.1262	-0.6382
Si	8.2035	2.7345	3.418	0.1705	-0.0191	0.1949
Si	0	5.469	3.418	-0.0388	-0.2489	-0.0987
Si	5.469	5.469	3.418	0.0105	0.3435	-0.4612
Si	2.7345	8.2035	3.418	-0.2456	0.0838	0.4584
Si	8.2035	8.2035	3.418	0.1521	0.3445	-0.377
Si	1.3805	1.3724	4.7899	-0.001	-0.001	0.01
Si	6.8955	1.3298	4.8046	-0.0018	-0.0002	0.0021
Si	4.0222	4.1609	4.6629	0.0031	0.0051	0.0125
Si	9.5796	4.1132	4.8123	0.0031	-0.0001	-0.0025
Si	1.3055	6.8246	4.8095	-0.001	0.0102	0.0059
Si	6.8253	6.9036	4.7231	-0.0097	-0.0122	0.0028
Si	4.0934	9.5936	4.8299	0.0026	0.0003	0.0019
Si	9.5563	9.5366	4.8521	0.0032	0.0052	0.0001
Si	2.8109	0.1089	6.2154	-0.0031	0.0089	0.0021
Si	8.3297	0.0539	6.304	-0.003	0.0033	-0.006
Si	0.0795	2.7854	6.1812	0.0054	0.002	-0.007
Si	5.4007	2.7806	5.8821	-0.0001	-0.0057	-0.0095
Si	2.7854	5.5401	6.1174	-0.0006	-0.0076	-0.0017
Si	8.1596	5.5429	6.0705	0.004	0.0142	-0.0018
Si	-0.2158	7.9594	6.2755	0.0009	-0.0134	-0.0137
Si	5.5934	8.3313	6.1488	0.003	0.0048	-0.0092
Si	4.0178	1.7262	7.4038	-0.0165	0.0002	0.0223
Si	9.9645	1.2607	7.6377	0.0021	-0.0058	0.0191
Si	1.7459	3.9024	7.4366	0.0103	-0.0112	0.0063
Si	6.4758	4.3715	7.1106	-0.009	0.0059	0.0171
Si	4.4523	6.6913	7.3276	0.0087	-0.0243	0.009
Si	9.0531	6.9206	7.7698	-0.0159	0.005	-0.0073
Si	1.4317	10.152	7.8901	0.0046	0.0101	-0.0083
Si	7.0992	9.4824	7.6552	-0.0005	0.0031	0.0347
O	5.4756	5.4808	7.8649	-0.0045	0.0113	-0.0135
O	0.1971	0.2457	8.2669	0.0011	0.0076	0.0029
O	2.8613	2.7875	7.9141	-0.0023	0.0005	-0.0073
O	8.0761	8.2351	8.1527	0.0076	-0.016	-0.0089
O	1.2378	9.6405	24.9801	-0.0081	0.0076	0.01
O	6.8052	4.0379	24.958	-0.0091	0.007	0.0081
O	6.9311	9.5895	24.8853	0.0152	-0.015	0.0128
O	1.4102	4.1113	24.9868	0.006	-0.0125	0.0154
O	6.5356	10.2387	9.0322	0.0051	-0.0088	-0.0141
O	1.1455	4.4643	8.857	-0.0007	-0.0069	-0.0021
O	2.2321	9.5965	9.2405	0.0013	0.009	0.0081
O	7.1226	3.3039	8.161	0.003	0.0014	0.0093
O	11.7672	8.8023	7.2243	-0.0078	-0.0126	0.008
O	4.7528	1.2106	8.7735	-0.0003	0.0004	-0.0107
O	3.8796	7.5439	8.6052	0.0073	-0.0017	-0.0075
O	9.303	2.0204	8.9553	0.0054	-0.0052	-0.0081
O	5.3871	0.6992	24.1154	0.0068	-0.0086	0.0048
O	8.4172	2.1683	23.9941	-0.0025	0.0012	0.0013
O	10.1226	5.5303	24.3899	0.003	0.0001	0.0057
O	4.6492	5.4762	24.1552	0.0059	-0.0028	0.0119
O	8.9718	7.9266	24.0574	-0.0101	0.0057	0.013
O	3.4102	2.564	24.0987	-0.0049	0.0036	0.0042
O	2.7381	6.3172	22.4502	0.002	0.0011	-0.0028
O	10.2925	0.3155	23.9909	0.0085	-0.0076	0.01
Si	0.484	13.8815	15.0621	-0.0011	-0.0025	-0.0001
Si	4.7035	0.4031	15.5007	-0.0014	0.0014	-0.0016
Si	5.8107	8.3783	21.4119	0.0021	0.0005	0.0091
Si	-1.3398	5.3071	14.6814	0.0044	0.0005	-0.0032
Si	6.8894	3.7832	15.3931	-0.0005	-0.001	-0.0033
Si	5.417	5.9811	13.8547	-0.0016	-0.0011	-0.0017
Si	11.4593	7.4008	19.1622	-0.001	0.0032	-0.0013
Si	4.2336	1.4523	23.2351	0.0017	-0.0039	0.0071
Si	0.1086	0.1593	14.1016	-0.0005	0.0009	-0.0046
Si	-1.5677	1.2653	23.0219	-0.0008	0.0061	0.0081
Si	10.0826	-9.9267	16.8141	-0.0003	0.0005	0.0011
Si	7.9622	2.8246	9.4476	-0.0055	0.0078	-0.0175
Si	12.0392	5.587	10.021	0.0083	-0.0058	-0.0028
Si	9.0499	5.734	10.014	0.0109	0.0024	-0.0001
Si	-9.4331	8.4645	14.0436	0.0031	0.0023	0.0001
Si	3.2748	9.6478	22.5639	-0.002	-0.0039	0.0028
Si	8.0701	4.9384	21.2064	0.001	-0.0008	0.0066
Si	2.788	6.6192	12.0957	-0.0007	-0.0017	-0.0081
Si	10.6756	-3.4017	16.4681	0.0034	0.0007	0.0042
Si	5.3559	4.0564	18.06	0.0021	0.0031	0.0017
Si	8.8143	8.3236	18.5459	0.0001	-0.0014	0.0019
Si	15.4717	8.5954	14.6261	-0.0027	0.001	-0.0012
Si	2.6823	8.0521	9.5771	-0.0021	-0.0054	-0.0037
Si	10.7522	3.4523	21.1772	-0.0007	0.0029	0.0073
Si	0.9524	12.4007	19.1681	-0.0027	-0.0001	0.0027
Si	5.499	3.4647	21.1497	0.008	0.0056	0.0053
Si	5.4927	10.6753	12.6526	-0.0011	-0.0026	0.0007
Si	-2.316	9.8914	21.1076	0.0009	-0.0081	0.0041
Si	12.2113	6.0472	21.7665	-0.0015	-0.002	0.0043
Si	7.3836	0.9124	15.8097	0.0014	0.0029	0.0008
Si	0.8034	9.8146	20.7657	-0.0014	0.0019	0.0066
Si	2.8727	2.4855	16.8661	-0.0011	-0.0015	-0.0011
Si	8.2368	10.1147	13.4354	0.0013	0.0029	-0.0067
Si	-2.7977	6.9831	12.6028	-0.0021	-0.0001	0.004
Si	9.6486	6.6348	23.3043	0.0036	-0.0048	0.0046
Si	4.3308	5.931	22.6238	0.0023	0.0046	-0.0009
Si	5.8576	0.6014	9.7979	-0.018	0.0047	-0.0124
Si	6.4217	-4.2476	19.0539	0.0009	0.0011	0.0024
O	11.4452	2.8669	19.8362	-0.0003	-0.001	-0.0019
O	-0.2252	11.7102	18.2793	0.0011	0.0004	0.0019
O	10.3713	2.2662	22.2179	-0.0042	-0.0071	0.0022
O	3.3761	8.6809	23.8949	-0.0006	-0.0066	0.0099
O	5.5051	14.2309	19.5116	0.0002	-0.0015	0.0039
O	1.2378	10.0231	13.579	0.0005	-0.0003	0.0045
O	8.354	4.2258	10.2177	-0.0061	-0.0069	0.0052
O	7.0244	3.7666	21.6771	-0.0046	-0.0037	-0.0034
O	0.3644	-2.7433	15.1455	0.0021	0.001	-0.0006
O	9.4251	4.2391	20.6557	-0.0032	0.0045	-0.0024
O	3.1371	0.3077	22.8596	-0.0011	0.0049	-0.0023
O	4.9565	0.7043	13.8861	0.001	0.0016	-0.0001
O	3.2716	7.8346	11.0908	0.003	0.0065	0.0064
O	-4.2525	6.3131	12.8973	0.0053	0.0011	0.0015
O	8.3195	6.8485	10.9808	-0.0014	-0.0003	-0.0021
O	5.4394	7.1159	22.3841	-0.0026	-0.0033	-0.0027
O	12.318	7.07	9.3796	-0.0035	0.0095	0.0052
O	10.384	-8.4231	16.2538	0.001	0.0008	0.0019
O	-3.6168	2.2753	14.8861	-0.0005	-0.0008	0.0031
O	4.9135	2.1407	21.9128	-0.0049	-0.0062	0.0056
O	-2.4619	0.9185	17.003	-0.0014	0.0003	-0.0004
O	7.6941	-0.4423	14.9363	0.0005	-0.0016	0.0025
O	-0.2395	10.9101	15.7026	0.0003	-0.0007	0.0014
O	4.656	-1.4407	21.6916	-0.0059	0.0012	0.0003
O	2.9541	-2.6446	14.7115	-0.004	0.0007	0.001
O	-1.1167	7.3189	19.4017	0.0015	-0.0008	0.0013
O	-5.9279	9.1732	13.1475	-0.0002	0.0004	0.0018
O	-0.3888	5.5415	10.6314	-0.0043	-0.0039	0.0078
O	9.6958	-0.1274	13.2121	-0.0006	0.0005	0.0052
O	8.4784	0.3965	21.9147	0.0021	0.0073	0.0029
O	-3.8194	10.7477	12.4425	0	0.0015	0.0045
O	-2.7363	15.5829	15.1062	-0.0031	-0.0001	0.003
O	8.2711	8.5136	13.1584	-0.0001	-0.0029	0.0043
O	-3.5995	5.7782	20.0379	0.0042	-0.0026	0.0024
O	1.8848	3.28	15.8307	0.0005	-0.0001	0.0033
O	7.4564	7.526	18.1042	-0.0012	0.0002	0.0021
O	1.9036	9.2291	21.8058	0.0057	-0.0005	0.0004
O	16.2605	7.2053	14.9552	0.0011	-0.0016	0.0038
O	5.9129	0.8723	16.4869	0.0017	-0.0009	0.0015
O	6.9796	1.7484	10.2136	0.005	0.0035	0.0078
O	5.392	5.6931	18.2716	-0.0005	-0.0006	0.0009
O	3.3988	1.2088	15.9893	0.0004	-0.0008	0.0038
O	5.6039	7.8316	19.8849	-0.0013	0.0007	0.0012
O	0.8639	4.4701	21.9073	0.0027	0.0013	-0.0021
O	-6.2253	9.735	15.7608	-0.0001	-0.0012	0.0037
O	10.8117	4.2638	14.3426	0.0005	0.0008	0.0007
O	1.5094	18.2341	12.8982	0.0025	-0.0009	0.0044
O	2.2003	5.3619	11.2162	-0.0061	0.0008	0.001
O	4.5556	4.7415	21.5297	-0.0038	0.0031	0.0017
O	9.3493	17.1117	13.3354	-0.001	0.0013	0.0001
O	0.6218	12.6546	13.9593	-0.0002	0	0.0046
O	14.9528	6.0201	12.9937	-0.0034	0.0008	0.0032
O	8.4657	5.9564	22.4141	0.0034	0.0047	-0.0014
O	9.6207	8.6143	17.1442	-0.0023	0.0017	0.0024
O	11.7864	7.0909	17.5929	-0.0026	0.0015	0.0015
O	6.5576	3.7108	16.9988	-0.0006	-0.0004	0.0043
O	2.2031	12.7517	18.1944	0.0038	0.0021	-0.0015
O	12.1631	11.3472	20.3832	-0.0007	-0.0011	-0.0014
O	9.9437	-4.7578	15.9997	-0.0037	-0.0021	0.0037
O	11.0221	6.9684	22.4572	-0.0061	0.0017	-0.001
O	5.6458	4.5196	14.5796	-0.0011	0.0015	0.0018
O	3.9693	3.5762	17.3557	-0.0026	-0.0016	0.0004
O	-0.7081	9.5901	21.3897	-0.0024	0.0007	-0.0032
O	7.3473	8.9591	21.6518	0.0012	0.0009	-0.0024
O	5.0092	0.1563	11.1479	0.0048	0.0037	-0.0093
O	12.2548	6.4047	20.166	0.0009	-0.003	0.0048
O	0.9656	-1.9883	19.3983	0.0008	0	0.002
O	8.4975	-1.2655	19.4567	-0.0011	0.003	0.002

Results
free energy: -137508.378 eV
free energy less fixed offsets of O -568.88, Si -635.61 eV per atom: 0.322 eV

The program warned: the cutoff lies below the one the program advises for these potential files; the forces do not sum to zero within the program's tolerance; the exchange-correlation potential is rough where the density is thin.
